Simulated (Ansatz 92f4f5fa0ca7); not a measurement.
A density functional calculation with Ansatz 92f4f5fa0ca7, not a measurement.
Periodic cell of 184 atoms, Si120O64, from a study of silicon, its oxide and their interface. The atomic structure is a simulated model.
This geometry differs little from another in the collection (a relaxation step or a small displacement).

Settings: functional r2SCAN; potential files Ansatz PAW; basis plane waves; wave-function cutoff 800 eV; density cutoff ratio 5; exchange-correlation grid ratio 1; k mesh 1 x 1 x 1, shifted by 0.5 0.5 0 of a step; self-consistency stop 1e-10 eV per atom in the density residual; occupations fixed; spin none; net charge 0.

Cell vectors (angstrom)
a  10.888  0  0
b  0  10.888  0
c  0  0  27.488

Atoms: element, x, y, z (angstrom)
Si  0.2622  -0.4034  0.2373
Si  2.5896  2.8274  -0.1327
Si  0.3409  5.0887  -0.0766
Si  2.623  8.4082  0.0516
Si  5.8268  -0.3184  0.03
Si  7.9162  3.0397  -0.0691
Si  5.6788  5.2086  0.4326
Si  7.9025  8.2215  0.1767
Si  1.4385  1.3077  1.3161
Si  4.049  3.9203  1.4137
Si  1.4695  6.7069  1.2518
Si  4.1841  9.5241  1.3885
Si  6.9419  1.3119  1.2798
Si  9.5981  4.0445  1.2868
Si  6.8518  6.7654  1.6582
Si  9.5418  9.353  1.4556
Si  0.0295  2.6538  2.6758
Si  2.8117  0.0051  2.7283
Si  0.0715  8.0037  2.7218
Si  2.7597  5.3859  2.7256
Si  5.4954  2.5903  2.701
Si  8.2454  -0.0317  2.7311
Si  5.4287  8.1509  2.8517
Si  8.3186  5.3879  2.8011
Si  1.3611  4.0483  4.0623
Si  4.1379  1.3253  4.1323
Si  1.4026  9.4823  4.0223
Si  4.0711  6.7556  4.1326
Si  6.8419  4.0221  4.0427
Si  9.5789  1.324  4.0886
Si  6.8357  9.5394  4.1138
Si  9.6167  6.7492  4.1707
Si  0.0443  -0.0459  5.4243
Si  2.7455  2.7144  5.4387
Si  0.0471  5.3865  5.4991
Si  2.7137  8.1431  5.4456
Si  5.4706  -0.022  5.4926
Si  8.1805  2.6803  5.4262
Si  5.4808  5.401  5.4307
Si  8.2035  8.1543  5.4531
Si  1.3697  1.3487  6.7918
Si  4.0908  4.0867  6.813
Si  1.3671  6.8048  6.8249
Si  4.0694  9.5107  6.798
Si  6.814  1.3662  6.8201
Si  9.5077  4.0569  6.7951
Si  6.8102  6.7954  6.795
Si  9.5452  9.5296  6.8176
Si  -0.0255  2.7143  8.1398
Si  2.7187  -0.0078  8.1586
Si  0.0043  8.1633  8.18
Si  2.7259  5.4658  8.1731
Si  5.4476  2.7284  8.1748
Si  8.1662  0.0152  8.1702
Si  5.4234  8.1648  8.1425
Si  8.1628  5.4317  8.1546
Si  1.2995  4.1193  9.4811
Si  4.0586  1.3734  9.5098
Si  1.3448  9.5509  9.5398
Si  4.0555  6.8525  9.5337
Si  6.7903  4.1081  9.5388
Si  9.4952  1.4042  9.5339
Si  6.7589  9.5515  9.4895
Si  9.51  6.8026  9.5094
Si  -0.0342  0.0465  10.8641
Si  2.6484  2.7551  10.796
Si  -0.0423  5.4578  10.9102
Si  2.6943  8.2067  10.9314
Si  5.4081  0.0206  10.8867
Si  8.1447  2.7678  10.9344
Si  5.4193  5.4971  10.8587
Si  8.1194  8.1783  10.8003
Si  1.3031  1.4491  12.2052
Si  3.9705  4.1498  12.1098
Si  1.2914  6.8498  12.2698
Si  4.0481  9.5909  12.2985
Si  6.741  1.4005  12.2519
Si  9.4839  4.1423  12.3366
Si  6.7887  6.8647  12.2051
Si  9.4294  9.5693  12.1317
Si  -0.0278  2.7639  13.6782
Si  2.6619  0.1259  13.5933
Si  -0.1304  8.2547  13.5283
Si  2.6806  5.4777  13.5808
Si  5.2847  2.7984  13.4651
Si  8.0982  -0.0034  13.5688
Si  5.4654  8.2289  13.6065
Si  8.0965  5.5437  13.6646
Si  1.5821  3.9324  14.9764
Si  3.7916  1.7242  14.9273
Si  1.0242  9.8469  14.7766
Si  4.3081  6.6194  14.8273
Si  6.394  4.347  14.7752
Si  9.6814  1.095  14.8722
Si  6.9797  9.3917  15.024
Si  9.2178  7.1975  14.9599
Si  -25.1355  -15.4994  21.0373
Si  4.1511  -15.0678  25.5897
Si  -18.8559  8.526  16.9052
Si  35.2086  -5.6373  23.6542
Si  5.5068  19.3176  20.6483
Si  -13.0962  10.8905  22.6905
Si  6.3233  1.8049  22.8607
Si  -21.9026  11.3172  24.9124
Si  -2.4979  14.5211  24.4641
Si  -22.2751  16.0235  16.8174
Si  20.0742  -4.5172  25.3654
Si  5.1285  -4.4515  22.8126
Si  -23.1251  -2.961  22.6762
Si  24.013  -0.6987  23.575
Si  -8.71  22.0628  20.644
Si  10.5241  -30.8908  20.9527
Si  -34.489  14.9829  19.2891
Si  -17.5132  33.7867  25.1582
Si  -5.772  21.7157  17.1647
Si  -5.6868  0.6244  20.218
Si  -9.3176  18.5234  22.2733
Si  13.6168  -13.5476  19.6763
Si  19.1861  -7.8493  16.6652
Si  0.4647  13.8497  23.6949
O  8.1097  -13.4869  -11.9808
O  -5.9317  7.8467  -5.4416
O  -10.779  8.2791  -5.4016
O  17.7529  9.3632  -0.4021
O  -9.4622  17.1681  -4.3683
O  6.872  14.3023  -11.4513
O  -5.574  11.283  -1.3446
O  -4.4413  38.4122  -5.3389
O  19.7454  -9.2916  -11.2774
O  -15.0486  15.0424  -0.2492
O  -2.5588  2.749  -1.6443
O  9.4558  11.4157  -3.4905
O  -5.8204  12.7026  -3.5784
O  5.6687  10.0399  -6.7146
O  -14.6199  0.4278  -4.5235
O  -1.5277  11.5938  -6.1073
O  -0.0787  21.7941  15.3841
O  -7.4972  -8.6893  26.0423
O  3.8723  -5.4968  22.7003
O  -10.0705  -0.7445  24.3445
O  -19.6379  11.1073  22.2559
O  -0.8783  6.6144  16.2835
O  3.7127  7.3553  16.1477
O  -14.9464  18.4367  20.2653
O  13.0462  -1.1989  20.0391
O  5.3531  5.4711  15.3681
O  14.4894  11.8216  20.2297
O  -9.9096  26.4578  16.3238
O  8.1625  5.213  24.8265
O  -8.6619  29.6268  18.2039
O  0.3965  13.2045  22.2434
O  -16.1908  -10.3261  18.613
O  4.5576  1.1477  16.2466
O  -27.4705  6.898  24.3653
O  4.3436  -13.6254  19.5708
O  11.5596  1.8332  24.835
O  -0.5612  -10.738  26.4251
O  3.9151  31.5189  17.3241
O  5.837  -9.1384  21.266
O  -9.1819  -1.7902  16.0375
O  -13.0998  -1.603  22.5878
O  -18.4169  -2.8665  26.1136
O  13.9144  -16.146  25.1468
O  19.7486  28.5712  21.7642
O  12.3118  20.3498  27.1614
O  13.5805  -8.0631  15.4724
O  1.8143  14.7227  23.7111
O  2.1857  7.244  20.8295
O  -23.0088  -3.5405  24.1711
O  9.3561  -28.5426  16.0871
O  -1.0271  -18.7246  20.2241
O  33.5118  -20.7086  20.1103
O  8.0296  15.9535  20.0824
O  -11.6409  4.9807  18.4183
O  -5.8752  -15.6272  26.7939
O  6.346  -0.7919  16.3746
O  -13.3414  7.3211  26.4232
O  -0.971  3.6651  23.9097
O  -18.4393  10.8318  24.5517
O  13.411  -13.1078  23.0948
O  -2.6853  3.1786  18.2645
O  1.4316  14.8232  26.925
O  -3.5515  13.9151  23.3478
O  -0.3895  -48.7382  26.0684

Results
free energy: -113258.621 eV
free energy less fixed offsets of O -570.45, Si -639.56 eV per atom: -2.621 eV

Forces (eV/angstrom), in the order of the atoms: element, x, y, z
Si  -0.0026  0.0052  -0.0234
Si  0.0035  -0.0018  -0.0289
Si  -0.0018  0.0017  -0.019
Si  0.0002  0.0031  -0.0255
Si  -0.0017  0.0025  -0.0179
Si  0.0009  0.0027  -0.0226
Si  -0.0027  0.0054  -0.0207
Si  -0.0003  -0.008  -0.0241
Si  0.0003  0.0022  -0.0001
Si  0.0006  -0.0017  0.0008
Si  -0.0009  -0.0004  0.0047
Si  0.0004  -0.0005  -0.0032
Si  0.0011  0.0007  -0.0012
Si  0.0008  -0.002  -0.0009
Si  0.0042  0.0033  0.0012
Si  -0.0023  -0.001  0.0026
Si  0.0002  0.0007  0.0009
Si  0.0007  -0.0015  -0.0018
Si  0.0014  -0.0011  -0.0034
Si  -0.0016  0.0015  -0.0039
Si  0.0012  -0.0023  -0.0003
Si  -0.0006  0.0016  -0.0049
Si  -0.0017  0.0007  0.0003
Si  0.0029  -0.0015  -0.0006
Si  0  0.0015  -0.0002
Si  0.0017  -0.0018  0.0008
Si  -0.0002  -0.0007  0.0026
Si  -0.0018  -0.0002  0.0007
Si  0.0004  -0.0005  -0.0009
Si  -0.0018  0.0015  0.0005
Si  0.0013  -0.0001  0.0026
Si  0.0005  0.0011  -0.0013
Si  -0.0005  -0.0004  -0.0003
Si  0  0  0.0017
Si  0.0019  0.0003  0.0004
Si  -0.0013  -0.0005  0.0023
Si  0.001  0.0003  0.0004
Si  -0.0008  0.0005  0.0011
Si  -0.0005  -0.0013  0.0014
Si  0.0008  -0.0001  0.0023
Si  0.0001  -0.0002  0.0002
Si  0.0002  -0.001  -0.0005
Si  -0.0004  -0.0014  -0.0005
Si  -0.0005  -0.0008  0.0006
Si  0.0006  -0.001  0.0002
Si  0.0004  -0.001  -0.0001
Si  0.0007  -0.0004  0.0011
Si  0  -0.0009  0
Si  0.0008  -0.0012  0.0008
Si  -0.0011  0.0002  0.0005
Si  -0.0005  0.0001  0.0013
Si  0.0004  -0.0002  0.0017
Si  -0.0009  0.0002  0.001
Si  0.0001  -0.0002  0.0021
Si  0.0007  -0.0022  0.0009
Si  -0.0009  0.0007  0.0009
Si  -0.0015  -0.0013  0.001
Si  0.0004  -0.0018  0.0006
Si  0.0008  -0.0006  -0.0014
Si  0.0001  0.0018  -0.0012
Si  0.0011  -0.0005  -0.0019
Si  0.001  0.0015  -0.0031
Si  -0.0014  -0.0006  0.0004
Si  -0.0002  -0.0018  0.0005
Si  0.0001  0.0001  -0.0033
Si  -0.0003  -0.0006  -0.0018
Si  -0.0005  -0.0013  0.0006
Si  0.0018  0.0021  0.0022
Si  -0.0023  -0.0021  -0.0016
Si  0.0008  0.0012  0.0009
Si  -0.001  0.0003  -0.0012
Si  0.0006  -0.0006  -0.001
Si  0.0011  -0.0001  -0.0021
Si  -0.0016  -0.0009  -0.0042
Si  -0.0008  -0.0015  0.0018
Si  0.0017  0.0013  -0.0013
Si  -0.001  -0.0032  0.0032
Si  0.0018  0.0018  0.0044
Si  0.0018  0.0003  -0.0006
Si  -0.001  -0.0018  -0.0006
Si  0.0034  -0.0007  0.0042
Si  0.0008  0.0021  0.003
Si  -0.0001  -0.0019  -0.0021
Si  -0.003  -0.0008  0.0036
Si  -0.0002  -0.002  -0.002
Si  -0.0022  -0.0013  0.0005
Si  0.0011  0.0015  0.0017
Si  -0.0005  0.0015  0.0004
Si  0.002  0.001  0.0169
Si  0.0029  -0.0014  0.0249
Si  0.0016  -0.0023  0.015
Si  -0.0029  0.0029  0.0206
Si  -0.0022  -0.0039  0.0152
Si  -0.003  -0.0006  0.0154
Si  -0.0004  0.0019  0.0234
Si  0.0025  0.0028  0.0171
Si  -0.001  0.0049  0.0028
Si  -0.003  -0.0073  -0.0379
Si  0.0001  -0.002  0.0385
Si  -0.0036  0.0037  -0.0245
Si  0.0033  0.0039  0.0058
Si  0.0005  -0.0051  -0.0133
Si  0.0066  -0.0041  -0.017
Si  0.002  0.0015  -0.0368
Si  0.0039  0.0009  -0.0346
Si  -0.0039  -0.0044  0.0373
Si  -0.0004  0.0012  -0.0408
Si  0.0004  -0.0007  -0.0198
Si  0.0009  0.0058  -0.0217
Si  -0.0044  -0.0046  -0.023
Si  -0.0022  0.0041  0.0079
Si  0.0013  -0.0061  0.0002
Si  -0.0001  -0.0028  0.0309
Si  -0.0027  -0.0056  -0.043
Si  -0.0033  -0.0028  0.0322
Si  -0.0063  -0.0016  0.02
Si  -0.0036  0.0026  -0.0044
Si  0.0005  0.0004  0.024
Si  0.0014  0.0054  0.0566
Si  0.0003  -0.0009  -0.0203
O  0.0005  -0.0023  -0.0065
O  -0.0019  -0.0002  0.0024
O  0.0012  -0.004  0.0044
O  -0.0006  0.0008  0.0061
O  0.0035  -0.0042  0.0072
O  -0.0078  0.0043  -0.0143
O  0.0093  -0.0098  0.0234
O  -0.0021  0.0016  0.0038
O  0.009  -0.0085  -0.017
O  -0.0014  0.0015  0.0143
O  -0.0015  -0.0051  0.0314
O  0.0064  0.0012  0.0155
O  -0.0057  -0.0013  0.0182
O  -0.0016  0.0052  0
O  -0.0017  0.0036  0.0065
O  -0.0014  0.0001  0.0051
O  -0.0016  0.0023  0.0009
O  -0.0088  0.0069  0.0219
O  -0.0015  0.0007  0.0096
O  -0.0041  0.0028  0.0111
O  0.0035  -0.0028  0.0109
O  -0.0052  0.0078  -0.0186
O  0.007  -0.0084  -0.019
O  -0.0014  -0.0005  -0.0012
O  -0.0001  -0.0049  -0.0073
O  -0.0001  -0.0014  -0.021
O  0.006  -0.0022  -0.0066
O  0.0089  -0.0074  -0.0211
O  0.002  0.0051  0.0058
O  0.0008  0.0007  -0.0256
O  -0.0001  0.0054  0.0069
O  -0.0009  -0.0033  -0.0208
O  -0.0081  0.009  -0.0205
O  -0.003  0.0026  0.0221
O  -0.0045  -0.0005  -0.0054
O  0.0003  -0.0046  0.01
O  0.0025  -0.0082  0.0331
O  0.0015  0.0008  -0.0193
O  0.0016  0.0002  0.0009
O  -0.0063  0.0034  -0.0129
O  0.0006  -0.0003  0.0061
O  -0.0067  0.0047  0.0273
O  0.0041  0.0059  0.0195
O  0.0022  0.0018  0.0027
O  0.002  -0.0025  0.0165
O  -0.0013  -0.0003  -0.003
O  0.0008  0.0009  0.0071
O  -0.0012  -0.0025  -0.0027
O  -0.0021  -0.0078  0.0219
O  -0.0006  -0.0004  -0.0121
O  -0.0036  0.0053  -0.0076
O  -0.0005  0.0016  -0.0091
O  0.0034  -0.0034  -0.0109
O  0.0042  0.0026  -0.0194
O  0.011  -0.0078  0.0233
O  0.0083  -0.0071  -0.0209
O  -0.0081  0.0138  0.0252
O  -0.0066  0.0013  0.0153
O  0.0075  0.0077  0.0125
O  0.0013  0.0044  0.0075
O  -0.0024  -0.0068  -0.0142
O  -0.0007  0.0008  0.0119
O  0.0042  0.0031  0.0147
O  0.0117  -0.0072  0.0195

The program warned: the cutoff lies below the one the program advises for these potential files; the forces do not sum to zero within the program's tolerance; empty levels may hold ghost states of the PAW files; the exchange-correlation potential is rough where the density is thin.
